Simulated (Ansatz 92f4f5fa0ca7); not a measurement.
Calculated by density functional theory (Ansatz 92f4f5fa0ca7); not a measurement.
Periodic cell of 222 atoms, Si132O89H1, from a study of silicon, its oxide and their interface. The atomic structure is a simulated model.
Doubt: the cutoff is far below the 930 eV that the study's wrapper takes by default for these files, so forces and energies are approximate.
This geometry differs little from another in the collection (a relaxation step or a small displacement).

Settings
functional: PBE
potential files: Ansatz PAW
basis: plane waves
wave-function cutoff: 580 eV
density cutoff ratio: 5
exchange-correlation grid ratio: 1
k mesh: 1 x 1 x 1, Gamma-centred
self-consistency stop: 5e-08 eV per atom in the density residual
occupations: fixed
spin: none
net charge: -1 e, with a uniform compensating background and no finite-size correction

Cell vectors (angstrom)
a  10.938  0  0
b  0  10.938  0
c  0  0  32.6789

Atoms: element, x, y, z (angstrom)
Si  -0.2215  0.3194  25.2897
Si  5.7455  -0.2434  25.2697
Si  2.4937  3.0263  25.1705
Si  8.4984  2.5375  25.2403
Si  0.2604  5.2678  25.1322
Si  5.2664  5.7472  25.1596
Si  3.0367  7.9815  25.1971
Si  7.9659  8.4739  25.2301
Si  1.3785  1.4546  26.5626
Si  6.8875  1.3787  26.5345
Si  4.1014  4.1564  26.4816
Si  9.6356  4.1332  26.5257
Si  1.4116  6.8351  26.4822
Si  6.8276  6.8723  26.5321
Si  4.1462  9.5539  26.563
Si  9.5651  9.6169  26.5372
Si  2.7357  0.0084  27.8769
Si  8.2043  0.0069  27.9297
Si  -0.001  2.7635  27.9372
Si  5.4618  2.7477  27.8546
Si  2.7362  5.474  27.8989
Si  8.2071  5.4752  27.8689
Si  0.0093  8.2015  27.8553
Si  5.4764  8.1936  27.9391
Si  4.1018  1.3673  29.2606
Si  9.5708  1.3673  29.2606
Si  1.3673  4.1018  29.2606
Si  6.8362  4.1018  29.2606
Si  4.1018  6.8362  29.2606
Si  9.5708  6.8362  29.2606
Si  1.3673  9.5708  29.2606
Si  6.8362  9.5708  29.2606
Si  0  0  30.6279
Si  5.469  0  30.6279
Si  2.7345  2.7345  30.6279
Si  8.2035  2.7345  30.6279
Si  0  5.469  30.6279
Si  5.469  5.469  30.6279
Si  2.7345  8.2035  30.6279
Si  8.2035  8.2035  30.6279
Si  1.3673  1.3673  31.9951
Si  6.8362  1.3673  31.9951
Si  4.1018  4.1018  31.9951
Si  9.5708  4.1018  31.9951
Si  1.3673  6.8362  31.9951
Si  6.8362  6.8362  31.9951
Si  4.1018  9.5708  31.9951
Si  9.5708  9.5708  31.9951
Si  2.7345  0  0.6835
Si  8.2035  0  0.6835
Si  0  2.7345  0.6835
Si  5.469  2.7345  0.6835
Si  2.7345  5.469  0.6835
Si  8.2035  5.469  0.6835
Si  0  8.2035  0.6835
Si  5.469  8.2035  0.6835
Si  4.1018  1.3673  2.0507
Si  9.5708  1.3673  2.0507
Si  1.3673  4.1018  2.0507
Si  6.8362  4.1018  2.0507
Si  4.1018  6.8362  2.0507
Si  9.5708  6.8362  2.0507
Si  1.3673  9.5708  2.0507
Si  6.8362  9.5708  2.0507
Si  0  0  3.418
Si  5.469  0  3.418
Si  2.7345  2.7345  3.418
Si  8.2035  2.7345  3.418
Si  0  5.469  3.418
Si  5.469  5.469  3.418
Si  2.7345  8.2035  3.418
Si  8.2035  8.2035  3.418
Si  1.3677  1.344  4.8064
Si  6.8367  1.3395  4.8033
Si  4.1098  4.0893  4.6979
Si  9.5706  4.0923  4.7927
Si  1.3631  6.8607  4.7719
Si  6.8372  6.8233  4.7882
Si  4.0831  9.5718  4.8537
Si  9.539  9.5987  4.7681
Si  2.6827  -0.0324  6.2742
Si  8.1218  -0.0737  6.2165
Si  -0.041  2.695  6.159
Si  5.4082  2.7095  6.0752
Si  2.7498  5.4396  6.0242
Si  8.2047  5.4377  6.1652
Si  0.0109  8.2689  6.1054
Si  5.4301  8.1362  6.1963
Si  3.788  1.6894  7.4581
Si  9.7426  1.0737  7.4624
Si  1.5735  3.9361  7.3431
Si  6.5801  4.2286  7.3974
Si  4.3239  6.4448  7.4445
Si  9.3703  7.1211  7.3579
Si  1.0545  9.7658  7.6399
Si  6.9959  9.2155  7.5775
O  1.3629  4.1238  24.6439
O  6.845  9.5829  24.7221
O  2.6607  2.8205  7.8711
O  8.2242  8.1699  7.8696
O  5.4999  5.3715  7.8676
O  -0.0595  -0.0027  7.9685
O  4.144  6.8663  24.6633
O  9.5967  1.4043  24.7304
O  1.4484  9.1026  9.0989
O  1.0934  4.8129  8.6447
O  9.0402  1.6568  8.821
O  6.3498  9.4633  9.069
O  4.4331  1.2487  8.8908
O  3.6141  6.8355  8.8497
O  7.0712  3.4399  8.7556
O  10.1654  6.7253  8.7359
O  3.1801  2.356  23.8365
O  5.0367  0.432  23.9636
O  7.8821  3.2589  23.906
O  10.5505  5.9541  23.7769
O  8.6231  7.7953  23.8924
O  2.3845  8.6865  23.8649
O  5.9556  5.101  23.8113
O  0.535  10.6174  23.9938
Si  2.1501  9.4368  10.5585
Si  2.9146  14.0471  12.2756
Si  5.2597  5.0543  12.2874
Si  3.9183  1.1444  23.019
Si  8.0862  7.3105  16.8763
Si  7.6301  3.1383  12.3187
Si  -3.0901  12.3569  16.5748
Si  12.8517  12.1897  14.5578
Si  1.2369  5.2008  11.7153
Si  8.2634  11.2015  12.4203
Si  5.8273  3.3551  18.0145
Si  3.7504  10.1361  17.7704
Si  12.2584  9.4119  13.4761
Si  3.6115  6.9093  10.484
Si  6.4669  9.9023  10.6419
Si  1.6653  9.9136  23.0622
Si  3.9937  4.4272  15.8467
Si  3.9248  10.0919  14.714
Si  5.8835  6.5184  14.932
Si  7.1701  4.3895  22.9651
Si  11.8566  4.871  14.8699
Si  8.533  3.0888  9.3994
Si  6.8343  9.9684  17.939
Si  8.4541  0.2941  20.4223
Si  10.8264  7.6913  15.6943
Si  1.0402  9.1033  18.221
Si  4.0339  0.8631  10.4311
Si  9.1376  3.4074  14.9492
Si  6.0504  2.2277  20.9778
Si  9.3375  6.6806  22.9345
Si  10.4713  8.8873  21.0004
Si  10.6315  5.2942  9.3328
Si  -2.4196  4.6902  17.8498
Si  1.4241  1.0515  17.5236
Si  9.9849  13.212  18.7647
Si  6.3991  -1.7087  13.3924
O  9.5743  14.7988  18.8134
O  4.4473  4.0329  17.4711
O  13.1645  6.3237  11.0804
O  7.8362  -0.918  13.4975
O  3.8028  4.4238  12.6374
O  8.5893  12.7967  15.1744
O  9.5736  12.4005  20.1291
O  5.2712  10.9421  10.9644
O  -8.8705  13.4094  13.5129
O  -0.1947  5.4186  10.9423
O  6.5464  2.3062  16.975
O  8.2504  5.5338  22.5063
O  2.6186  10.9918  10.4766
O  0.5859  10.5954  17.728
O  -3.6582  10.8158  16.6035
O  11.2333  8.4621  14.3012
O  9.1004  1.5427  17.6209
O  11.7678  8.1186  16.9546
O  2.7879  0.0531  22.5782
O  1.1541  9.2214  11.8495
O  6.5704  3.6311  21.6685
O  8.813  6.2966  17.9491
O  -3.7877  8.3994  17.6511
O  4.0176  9.5619  16.2559
O  0.9003  -1.6135  21.7769
O  7.8974  10.6349  10.9042
O  3.8537  13.0499  11.426
O  7.3136  1.584  12.6681
O  12.1921  12.5478  16.0001
O  11.0111  6.0963  15.5452
O  2.2895  4.6008  15.7068
O  1.7229  14.6324  11.3126
O  0.9855  10.9898  13.8669
O  9.2611  8.0541  16.0108
O  6.0833  8.0813  14.4809
O  6.3034  3.9169  11.7842
O  6.0394  5.7615  13.5049
O  9.919  7.4629  21.6261
O  4.6679  14.335  14.8972
O  0.6685  13.0758  18.4973
O  8.7046  4.1952  16.3048
O  8.4094  -7.0512  13.5555
O  -3.1624  -0.4555  19.1581
O  3.3751  11.5985  14.8181
O  7.1552  6.3533  15.9426
O  4.5124  16.9986  15.6682
O  4.6748  1.7304  21.7216
O  5.6297  2.5268  19.4407
O  5.259  10.1659  18.4128
O  1.15  5.3792  13.3172
O  4.922  6.173  11.1072
O  6.2931  8.7439  11.807
O  2.6664  9.1462  18.5499
O  9.2912  10.0266  21.1888
O  7.2086  1.06  21.1919
O  5.2453  10.2958  13.813
O  10.7585  3.6244  14.8103
O  2.863  -1.825  13.9194
O  10.9913  8.6648  19.4608
O  3.4947  8.5207  10.7674
O  9.5313  4.2253  8.8089
O  8.6056  3.1292  10.9961
O  6.9822  4.479  18.3511
O  3.0119  0.69  17.8247
O  9.8154  11.6064  12.3892
H  10.4808  11.3999  13.0757

Results
free energy: -134540.389 eV
free energy less fixed offsets of H -15.97, O -568.88, Si -635.61 eV per atom: 6.421 eV

Forces (eV/angstrom), in the order of the atoms: element, x, y, z
Si  0.063  -0.0687  0.0646
Si  -0.0535  0.0766  0.0393
Si  0.0617  -0.0571  0.0427
Si  -0.0598  0.0379  0.0041
Si  -0.0382  0.0567  0.0009
Si  0.0493  -0.0656  0.0194
Si  -0.0645  0.0643  0.0292
Si  0.0873  -0.0444  0.0386
Si  0.0254  -0.0275  -0.005
Si  -0.0455  0.0419  -0.0143
Si  0.0367  -0.0426  -0.0076
Si  -0.039  0.0396  0.0122
Si  -0.0396  0.0456  0.0002
Si  0.0358  -0.0388  0.0043
Si  -0.0353  0.0297  0.0056
Si  0.0402  -0.0386  -0.0241
Si  0.0026  -0.0035  -0.0061
Si  0.0041  -0.0016  0.0413
Si  0.0112  -0.0122  0.0406
Si  -0.0025  0.0003  -0.0026
Si  -0.0004  -0.0046  0.0385
Si  0.0007  -0.0006  -0.0049
Si  -0.0023  -0.0054  -0.0032
Si  -0.0077  0.0121  0.0376
Si  0.0572  0.0687  -0.1896
Si  0.0234  0.0668  0.2712
Si  0.1217  0.1694  0.2945
Si  -0.0231  -0.0005  -0.2414
Si  -0.0803  -0.0909  0.2505
Si  0.0609  0.0464  -0.2176
Si  -0.0209  -0.0157  -0.2086
Si  0.0242  0.0194  0.3118
Si  -0.0145  0.0423  -0.0133
Si  0.0395  -0.0091  -0.0096
Si  -0.0149  0.0449  -0.016
Si  0.0324  -0.0315  -0.0078
Si  0.0595  -0.0037  -0.0083
Si  -0.0292  0.0251  -0.0116
Si  0.049  -0.0218  -0.0103
Si  0.0059  0.0548  -0.0135
Si  0.0327  -0.0152  -0.0081
Si  -0.0236  0.0189  -0.0177
Si  0.0304  -0.0336  -0.0105
Si  -0.0094  0.032  -0.029
Si  -0.051  0.0218  -0.019
Si  0.0094  -0.0238  -0.0132
Si  -0.0346  0.0133  -0.0182
Si  0.0052  -0.0279  -0.0078
Si  0.0171  -0.0003  0.0254
Si  -0.0023  0.025  0.0222
Si  -0.0558  0.0309  -0.0022
Si  0.0157  -0.0075  0.0269
Si  0.0011  0.0103  0.0181
Si  0.0325  -0.0359  0.0163
Si  0.0265  -0.0064  0.0283
Si  -0.0101  0.0127  0.0021
Si  -0.0761  -0.0095  0.004
Si  0.0614  0.0051  0.0043
Si  -0.0177  -0.0572  0.0111
Si  -0.0337  0.0317  -0.0039
Si  0.0594  0.0037  0.0125
Si  -0.0455  -0.0065  0.0064
Si  -0.0246  -0.0086  0.0197
Si  -0.0298  -0.0737  0.0205
Si  -0.0697  0.1535  -0.0795
Si  -0.1447  -0.1603  0.2591
Si  -0.1914  -0.3347  -0.2514
Si  -0.0327  -0.0937  0.1269
Si  -0.0448  0.0155  0.0658
Si  0.2133  0.1291  -0.3775
Si  0.1175  0.2091  0.0813
Si  -0.0505  -0.0814  -0.061
Si  0.0058  -0.0061  -0.0311
Si  -0.0018  0.0094  -0.0291
Si  -0.0048  0.0092  -0.0426
Si  0.0092  -0.0158  -0.0072
Si  -0.0038  -0.0057  -0.0262
Si  0.0048  -0.0073  -0.0245
Si  0.0127  -0.0041  -0.011
Si  -0.0059  0.0022  -0.0365
Si  0.0285  -0.0048  0.0153
Si  -0.0064  0.0312  0.0159
Si  -0.0304  -0.0012  -0.0014
Si  0.0088  -0.0307  0.0267
Si  0.0033  0.0252  0.024
Si  0.0186  0.0316  0.0182
Si  0.0247  -0.018  0.0445
Si  -0.047  0.0184  0.0016
Si  0.011  -0.0286  -0.0636
Si  -0.0085  0.0774  -0.0317
Si  -0.0495  0.0064  -0.017
Si  0.0392  -0.0166  -0.0125
Si  -0.0035  0.0101  -0.0694
Si  0.0162  -0.0938  -0.0674
Si  0.0138  -0.002  -0.1001
Si  -0.0011  -0.0122  -0.05
O  -0.0091  0.0123  -0.0388
O  0.0014  -0.005  -0.0579
O  0.0107  0.0023  0.0179
O  -0.021  0.0271  0.0116
O  -0.0103  0.0118  0.0106
O  -0.0009  -0.0149  0.0196
O  0.0071  -0.0072  -0.0391
O  -0.0263  0.0164  -0.0575
O  0.0317  -0.0297  0.0962
O  0.0125  0.0196  0.0017
O  -0.006  -0.0242  -0.0038
O  -0.0188  0.0238  0.0698
O  0.0078  -0.0209  0.0404
O  -0.0231  0.0115  0.0468
O  -0.0052  -0.02  -0.001
O  0.0175  0.0192  0.0261
O  0.0169  -0.0142  -0.0201
O  -0.0097  0.01  -0.0164
O  -0.0054  0.0117  0.006
O  -0.0142  0.014  -0.0055
O  0.0092  -0.0119  -0.0185
O  -0.014  0.0129  -0.0151
O  0.0148  -0.0106  -0.012
O  0.0144  -0.0176  -0.0283
Si  0.0049  -0.0473  0.0659
Si  0.1539  0.1243  0.1729
Si  -0.0837  -0.1018  0.2464
Si  -0.0354  -0.0248  -0.0704
Si  -0.0143  -0.0056  -0.0513
Si  -0.003  0.0357  0.1009
Si  -0.0102  0.0265  -0.0419
Si  -0.034  0.0275  -0.013
Si  0.0201  0.0332  0.0805
Si  -0.0128  0.0313  0.0894
Si  0.0153  -0.0105  -0.1485
Si  0.0075  -0.0016  -0.043
Si  -0.0106  -0.0276  0.0359
Si  -0.0057  -0.0078  0.0827
Si  -0.049  0.0181  0.059
Si  0.038  0.0263  -0.0641
Si  0.0779  0.119  0.1329
Si  0.0135  -0.0333  0.0151
Si  0.0397  -0.0892  -0.0695
Si  0.0249  0.0309  -0.0652
Si  -0.0475  0.0129  -0.0361
Si  -0.0041  0.0201  0.0181
Si  0.0002  -0.007  -0.08
Si  -0.0023  -0.0079  -0.0959
Si  -0.0118  -0.003  -0.0029
Si  0.0114  -0.0073  -0.057
Si  0.024  0.0064  0.0636
Si  -0.0101  0.0093  0.0138
Si  -0.0121  0.0183  -0.0679
Si  -0.0151  -0.0289  -0.0703
Si  0.0104  -0.0195  -0.0904
Si  -0.0196  -0.0123  -0.0116
Si  -0.0027  0.0186  -0.075
Si  0.0091  0.0023  -0.0422
Si  -0.0031  0.004  -0.1195
Si  -0.0092  -0.0258  0.0766
O  0.0042  -0.0134  0.0493
O  -0.0172  -0.0112  -0.049
O  -0.0087  0.0017  -0.0483
O  0.0089  0.0054  -0.0294
O  -0.0583  -0.0217  -0.1955
O  -0.0046  -0.0156  0.0153
O  0  -0.0009  0.0435
O  0.0155  -0.0158  -0.0581
O  -0.0181  -0.038  0.009
O  0.001  0.0048  0.0277
O  0.0202  0.0066  0.115
O  -0.0004  0.0017  0.0558
O  0.0038  -0.0033  -0.0507
O  0.0059  0.0062  0.0399
O  0.0008  0.0002  0.0185
O  0.0054  0.0032  -0.012
O  -0.0283  0.0172  0.0424
O  -0.01  0.0011  0.0258
O  0.0028  0  0.0551
O  -0.0103  -0.0012  -0.0269
O  -0.0293  -0.0608  -0.0065
O  0.0057  -0.008  0.0435
O  0.0033  0.0169  0.0369
O  0.0014  0.0081  -0.0137
O  -0.0471  -0.0247  -0.0001
O  0.0038  -0.0133  -0.0424
O  -0.0111  0.0039  -0.0381
O  0.0037  -0.0281  -0.0433
O  0.0085  -0.002  -0.0023
O  0.0089  -0.0034  0.0093
O  0.0373  -0.0868  -0.0183
O  0.0016  -0.0244  -0.0511
O  0.0013  0.0107  -0.0277
O  0.0141  -0.002  0.0141
O  0.0069  0.0255  -0.0158
O  0.0119  0.0091  -0.0671
O  -0.0074  0.065  0.0075
O  0.0215  0.0458  0.0164
O  -0.0408  0.0712  -0.026
O  -0.0143  -0.0092  0.0444
O  0.0123  -0.0086  0.0145
O  -0.0012  -0.0147  -0.0398
O  -0.0058  -0.0038  0.0537
O  0.0002  0.0204  0.0071
O  -0.0143  0.0114  -0.0027
O  -0.0208  -0.1446  -0.0069
O  0.0443  0.0248  0.0114
O  0.0118  -0.0102  0.0456
O  0.0085  -0.0018  0.0449
O  -0.0205  -0.0054  0.0113
O  0.0146  0.0073  -0.046
O  0.0061  -0.0181  -0.0336
O  -0.0104  0.0022  0.0519
O  0.0064  -0.0046  0.0584
O  0.0094  -0.0016  0.0513
O  -0.0018  0.0149  -0.02
O  -0.0068  -0.0069  -0.0098
O  0.0021  0.0181  -0.0116
O  0.0046  0.0086  0.0515
O  -0.014  0.0203  -0.0378
O  0.0035  -0.0064  -0.0175
O  0.0042  -0.0069  0.0036
O  0.008  -0.0122  0.0582
O  -0.0126  0.0007  0.0318
O  -0.0201  0.0181  -0.0997
H  0.0441  -0.0133  0.0895

The program warned: the cutoff lies below the one the program advises for these potential files; the forces do not sum to zero within the program's tolerance; the exchange-correlation potential is rough where the density is thin.
